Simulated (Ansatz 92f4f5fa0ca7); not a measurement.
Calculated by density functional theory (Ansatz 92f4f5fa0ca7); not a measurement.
Periodic cell of 272 atoms, Si166O101H5, from a study of silicon, its oxide and their interface. The atomic structure is a simulated model.
Doubt: the cutoff is far below the 930 eV that the study's wrapper takes by default for these files, so forces and energies are approximate.

Settings: functional PBE; potential files Ansatz PAW; basis plane waves; wave-function cutoff 580 eV; density cutoff ratio 5; exchange-correlation grid ratio 1; k mesh 1 x 1 x 1, Gamma-centred; self-consistency stop 5e-08 eV per atom in the density residual; occupations fixed; spin none; net charge +1 e, with a uniform compensating background and no finite-size correction.

Cell vectors (angstrom)
a 11.6015 0 0
b 0 13.3963 0
c 0 0 30.9504

Atoms and the computed forces on them: element, x, y, z (angstrom), force x, y, z (eV/angstrom)
Si 11.7797 -0.0809 24.4617 -0.0004 0.0037 -0.1085
Si 3.9339 -0.0635 24.2664 -0.0376 0.0235 -0.01
Si 7.7797 -0.0248 24.5105 -0.059 -0.0004 -0.1105
Si 1.812 3.3744 24.2546 -0.0611 0.0113 -0.1098
Si 5.8854 3.2666 24.2405 -0.0056 0.0028 -0.1565
Si 9.8271 3.2052 24.4046 -0.029 -0.0032 -0.1151
Si 11.6397 6.7134 24.003 -0.0291 0.0263 -0.1576
Si 3.9547 6.6327 24.2662 -0.0136 0.0074 -0.0234
Si 7.794 6.6288 24.21 -0.0215 0.0109 -0.0188
Si 2.1642 9.8744 24.0644 0.0059 -0.0049 -0.1525
Si 5.8818 10.0212 24.1449 -0.0292 0.0025 -0.1537
Si 9.847 10.0617 24.1117 -0.0043 0.0143 -0.1541
Si 11.7022 2.1408 25.301 0.0378 -0.0095 0.0131
Si 3.8487 2.2207 24.8818 0.0231 -0.0222 0.0134
Si 7.8006 2.2222 25.1504 0.0326 0.0003 0.0069
Si 1.947 5.6094 24.9635 0.0308 -0.0031 0.0143
Si 5.8728 5.505 25.0117 0.0164 0.0034 0.0085
Si 9.7612 5.5316 24.9201 0.0178 -0.0103 0.0194
Si 11.7381 8.9012 24.8945 0.0189 -0.0149 0.0229
Si 4.0215 8.8527 25.045 0.0153 -0.0166 0.0109
Si 7.8646 8.9156 24.8671 0.0114 -0.0189 0.0131
Si 2.0807 12.0992 25.0419 0.0304 -0.0032 -0.0157
Si 5.8388 12.2086 25.1045 0.0429 -0.0115 0.0181
Si 9.764 12.2317 25.0525 0.0286 -0.0078 0.0082
Si 11.6579 2.1919 27.5929 -0.0219 0.0062 -0.0087
Si 3.875 2.2269 27.307 -0.0129 0.0042 -0.0211
Si 7.7734 2.2337 27.4815 -0.0061 0 -0.0123
Si 1.9461 5.5856 27.3573 -0.0069 0.0015 -0.0162
Si 5.8343 5.5407 27.3816 -0.0072 0.0008 -0.0137
Si 9.7194 5.5698 27.3296 -0.0131 0.0084 -0.0141
Si 11.6723 8.9029 27.3148 -0.0114 0.0092 -0.021
Si 3.936 8.8947 27.407 -0.0119 0.0019 -0.0136
Si 7.7946 8.92 27.2999 -0.0136 0.0003 -0.0181
Si 2.0058 12.1899 27.409 -0.023 0.0298 0.0008
Si 5.829 12.2429 27.4479 -0.0465 0.0242 0.0047
Si 9.7215 12.2328 27.4187 -0.0182 0.0163 -0.0104
Si 2.007 1.054 28.1985 0.0139 -0.0063 -0.0217
Si 5.8051 1.1134 28.1738 0.0069 -0.0066 0.0136
Si 9.6885 1.0708 28.2206 -0.0012 -0.0079 0.0164
Si 11.6298 4.4727 28.1979 0.0206 0.0013 0.007
Si 3.8746 4.4451 28.1603 0.0097 0.0055 0.0019
Si 7.7812 4.4749 28.1921 0.0098 0.0015 0.0072
Si 1.9773 7.8019 28.1789 0.0114 0.0002 0.0073
Si 5.8691 7.7811 28.1656 0.0041 -0.0041 0.0004
Si 9.7235 7.8057 28.1408 0.0133 -0.0073 0.0022
Si 11.6507 11.1166 28.1845 0.0274 -0.0182 -0.0011
Si 3.9179 11.1122 28.2235 0.0314 -0.0291 0.0045
Si 7.7743 11.1285 28.186 0.0512 -0.0389 -0.0087
Si 1.9336 1.1164 30.5554 0.2619 -0.1837 0.1439
Si 5.8008 1.1164 30.5554 -0.0927 -0.0213 -0.1774
Si 9.6679 1.1164 30.5554 -0.0063 -0.1401 0.2026
Si 0 4.4654 30.5554 0.0388 0.1313 0.1397
Si 3.8672 4.4654 30.5554 0.0033 -0.04 -0.1058
Si 7.7343 4.4654 30.5554 0.1234 0.1013 0.0497
Si 1.9336 7.8145 30.5554 0.0003 -0.0253 -0.1663
Si 5.8008 7.8145 30.5554 0.1879 0.0007 -0.1086
Si 9.6679 7.8145 30.5554 0.0418 -0.0138 -0.242
Si 0 11.1635 30.5554 0.0556 -0.1574 0.0333
Si 3.8672 11.1635 30.5554 0.0542 -0.103 0.2856
Si 7.7343 11.1635 30.5554 0.0202 -0.1206 0.0606
Si 0 0 0.3944 -0.1942 0.2245 0.0231
Si 3.8672 0 0.3944 0.0364 0.1678 -0.1812
Si 7.7343 0 0.3944 -0.0736 0.191 0.1009
Si 1.9336 3.3491 0.3944 -0.1745 0.1132 0.1687
Si 5.8008 3.3491 0.3944 -0.0207 -0.063 -0.0012
Si 9.6679 3.3491 0.3944 -0.1171 -0.0547 0.1159
Si 0 6.6981 0.3944 0.1965 0.0375 0.1109
Si 3.8672 6.6981 0.3944 -0.2579 0.0511 0.0125
Si 7.7343 6.6981 0.3944 0.0257 0.0456 -0.1448
Si 1.9336 10.0472 0.3944 -0.0074 -0.0205 -0.073
Si 5.8008 10.0472 0.3944 -0.0845 0.004 -0.2533
Si 9.6679 10.0472 0.3944 0.0228 0.1178 0.0096
Si 11.5388 0.0681 2.7717 0.0238 -0.0026 -0.0339
Si 3.8601 0.0553 2.7259 -0.0023 -0.0211 -0.0229
Si 7.6709 0.0605 2.7807 -0.0137 -0.0026 -0.0243
Si 1.8608 3.3717 2.803 -0.0078 -0.0884 0.0419
Si 5.7557 3.3866 2.7685 0.011 -0.0041 -0.0336
Si 9.6085 3.3661 2.7836 0.0044 0.0056 -0.0272
Si 11.6338 6.7403 2.7808 -0.0418 -0.0228 -0.0001
Si 3.8134 6.7297 2.7788 0.0164 0.014 0.0324
Si 7.753 6.7487 2.7389 0.0045 0.0032 -0.0112
Si 1.91 10.0915 2.7508 0.011 0.0201 0.1101
Si 5.7808 10.0614 2.7312 -0.0295 0.0187 0.0643
Si 9.633 10.1107 2.7626 -0.0167 0.061 0.0601
Si 11.5079 2.2779 3.6688 -0.029 0.036 0.0239
Si 3.8119 2.2732 3.5579 0.0342 0.0128 0.0023
Si 7.659 2.2914 3.6594 0.0066 0.0019 0.0315
Si 1.9151 5.58 3.7059 -0.0046 0.1162 -0.1915
Si 5.7889 5.6499 3.4444 -0.0276 -0.0087 -0.0326
Si 9.6934 5.6196 3.4965 0.0053 -0.0147 -0.0354
Si 11.5703 8.9937 3.5571 0.0916 -0.0665 -0.2224
Si 3.8427 8.9793 3.5525 0.0145 0.0017 -0.2484
Si 7.7091 8.9715 3.53 0.018 -0.0659 0.0145
Si 1.9109 12.3634 3.4232 -0.0171 0.0071 -0.0264
Si 5.7432 12.2836 3.5194 -0.0187 0.0288 0.0042
Si 9.597 12.3586 3.5782 0.019 0.0163 0.019
Si 11.3601 2.2879 6.1167 0.0614 -0.0539 -0.0837
Si 3.7557 2.2582 5.9328 -0.0674 -0.0207 -0.0575
Si 7.5362 2.3689 6.1007 0.0236 0.0024 -0.0752
Si 1.8999 5.4359 6.191 -0.0471 0.6987 -0.1655
Si 5.7365 5.7125 5.7622 0.0267 -0.0118 -0.0393
Si 9.7067 5.6774 5.8322 -0.0407 0.0129 -0.0312
Si 11.471 9.1052 5.9225 0.409 -0.6162 -0.0394
Si 3.8762 9.0696 5.9308 -0.7099 -0.4222 -0.1514
Si 7.6726 8.9656 5.8832 0.0046 0.0895 -0.0782
Si 1.8428 12.4449 5.7305 0.0345 0.0537 -0.0582
Si 5.6625 12.2535 5.8703 0.0659 -0.023 -0.0786
Si 9.4755 12.4117 5.9671 -0.0343 -0.053 -0.1028
Si 1.7649 1.2269 6.7045 -0.0085 0.0176 0.2405
Si 5.6155 1.0348 6.7154 -0.028 0.0123 0.1869
Si 9.3693 1.193 6.9694 -0.0179 0.0462 0.2229
Si 11.4405 4.5114 6.9528 -0.0974 0.1169 0.2021
Si 4.011 4.4639 6.7297 0.1495 0.0292 0.258
Si 7.7002 4.7433 6.6049 0.0011 -0.0107 0.2038
Si 1.8635 7.8233 6.1874 0.0322 0.1495 0.1848
Si 5.7538 7.8833 6.6776 0.0912 -0.2016 0.242
Si 9.6021 7.8914 6.6494 0.0318 -0.1664 0.0958
Si 11.519 11.3845 6.476 0.172 0.1845 0.2888
Si 3.6358 11.2784 6.6845 -0.2354 0.0861 0.2282
Si 7.5944 11.1708 6.6488 0.0039 -0.0147 0.1054
H 7.5307 11.1219 8.1448 0.0085 -0.0011 -0.0125
H 9.6217 7.864 8.1463 0.0091 0.0368 0.007
O 11.2346 4.6783 8.6267 0.0442 0.0026 -0.266
O 9.0717 1.2254 8.6514 0.0261 0.0459 -0.2281
O 3.2493 11.2729 8.3103 0.0181 0.0038 -0.2754
O 5.3791 0.6398 8.3191 0.0058 0.0339 -0.231
O 4.5211 4.4131 8.3172 -0.0524 -0.0239 -0.3073
O 0.27 11.6252 8.0749 0.007 -0.0271 -0.2819
O 5.8262 7.8122 8.3461 0.0133 0.0415 -0.2897
O 7.8129 5.3749 8.1482 0.0071 0.0162 -0.2126
O 1.8214 1.2679 8.3745 0.0394 0.0005 -0.2303
H 7.7422 6.5851 22.7092 0.0033 -0.0007 0.016
H 3.953 -0.1668 22.7727 0.0095 -0.0055 0.0127
H 3.9662 6.6608 22.7644 0.0001 -0.0006 0.0181
O 2.5017 9.6281 22.4314 -0.0146 0.0318 0.2708
O 0.4935 -0.0941 22.8295 0.0209 -0.0226 0.2425
O 10.1692 2.8985 22.7885 -0.0509 0.0109 0.191
O 11.6075 6.7953 22.3144 0.0107 -0.0418 0.259
O 6.052 3.226 22.5887 -0.0204 0.036 0.2584
O 5.6825 10.1039 22.4763 -0.0152 0.0157 0.2486
O 1.2325 3.5333 22.6695 0.0792 0.0037 0.175
O 10.1012 10.1986 22.4493 0.0189 0.0102 0.2464
O 7.5633 0.0418 22.8728 -0.0118 -0.024 0.2365
Si 0.9523 4.406 14.9209 0.0227 0.0061 0.0982
Si 6.221 8.0478 12.5857 -0.0229 -0.0085 0.2633
Si 11.4871 7.4369 20.7959 -0.0016 0.0148 -0.2449
Si 2.4057 9.3076 20.8178 0.0199 -0.0137 -0.2596
Si 9.314 1.2282 17.661 0.0019 0.0247 -0.0387
Si 11.3101 4.7526 19.2749 -0.0018 -0.0168 -0.1675
Si 3.0577 2.396 14.2214 -0.0353 0.0261 0.1597
Si 4.4681 0.8164 19.4464 -0.0076 -0.0038 -0.1262
Si 8.688 4.1422 17.644 -0.0111 -0.0037 -0.0147
Si 8.7411 12.0091 19.2845 0.0005 0.015 -0.1339
Si 4.7373 7.9341 16.5953 -0.0139 -0.029 0.0093
Si 8.7881 0.1629 9.8944 0.005 -0.0337 0.3285
Si 4.8319 4.8782 9.8526 0.021 -0.0539 0.3331
Si -0.1199 3.1209 21.8291 -0.0156 0.0141 -0.2673
Si 8.2609 0.3719 21.4645 0.0173 -0.0002 -0.2476
Si 10.7667 10.1685 11.7901 -0.032 -0.0036 0.2309
Si 6.2596 2.6132 21.1041 -0.0202 -0.0156 -0.2629
Si 4.4385 9.9553 14.2049 0.0121 0.0207 0.1503
Si 4.1418 3.0514 17.1107 -0.0059 0.0209 0.0036
Si 6.0489 11.6503 18.5631 -0.0004 0.0199 -0.0907
Si 10.2984 4.9255 12.8097 -0.028 -0.0161 0.2516
Si 1.0877 1.3471 9.8303 0.0112 0.009 0.2572
Si 9.5087 9.7363 20.9895 -0.0381 -0.0084 -0.2338
Si 6.0421 4.7861 18.7599 0.009 0.0196 -0.0984
Si 6.3076 9.7124 21.0178 0.013 -0.0246 -0.2509
Si 7.9554 5.1945 9.7517 0.0302 0.0195 0.3024
Si 5.6061 5.962 14.6489 -0.0149 -0.0376 0.1295
Si 10.6762 3.8496 9.9456 -0.0354 -0.0378 0.3932
Si 7.6853 0.6845 15.0092 -0.0252 0.0202 0.0955
Si 5.0054 12.4136 15.8701 0.0048 0.0234 0.0447
Si 9.6952 13.0051 12.8007 -0.004 -0.0097 0.2571
Si 2.0133 12.24 19.6003 0.0315 0.019 -0.1238
Si 4.898 7.7001 19.4962 0.0111 -0.0426 -0.1324
Si 5.0062 7.8954 9.751 0.0151 -0.0014 0.4158
Si 2.0367 13.2687 16.7585 0.014 0.0182 0.0094
Si 9.0348 7.4666 11.7946 0.0321 0.0222 0.2347
Si 3.7915 2.237 11.3002 -0.0063 -0.0032 0.2736
Si 1.0036 13.2815 14.0468 0.0149 0.0288 0.1379
Si 1.987 10.713 12.4731 -0.0244 0.0022 0.2784
Si 11.228 11.9967 9.4948 -0.0504 0.0075 0.346
Si 5.5868 0.0334 9.8163 0.014 0.0085 0.2878
Si 3.0543 5.5869 16.2134 -0.0126 0.0055 0.0286
Si 11.4983 0.2637 21.3698 -0.0186 -0.0187 -0.2477
Si 0.578 2.5727 17.3932 -0.0042 -0.0152 -0.026
Si 3.7448 10.8464 9.8057 0.0148 0.0374 0.3628
Si 7.9935 3.8026 14.5928 -0.025 -0.0157 0.1114
O 7.7919 12.536 20.5133 -0.0033 0.0363 0.1064
O 6.2425 0.0418 15.4863 0.0044 -0.0039 -0.0197
O 1.7354 12.1988 13.0865 0.0193 -0.0516 -0.0906
O 6.001 8.1596 20.5987 0.0198 0.0348 0.0891
O 0.4319 13.2695 10.1548 0.0012 -0.0181 -0.106
O 5.9229 7.0492 15.8567 0.0083 -0.0016 -0.0295
O 7.548 5.1522 18.2481 -0.0122 -0.0015 0.0236
O 4.1221 1.9161 18.2829 0.0052 -0.028 0.045
O 11.3583 10.6507 10.3611 0.0414 0.0593 -0.1946
O 5.3365 11.3861 17.1137 0.0025 -0.0043 0.0138
O 5.0348 1.5827 20.7683 0.0307 0.0268 0.0995
O 3.1591 13.3665 19.9341 -0.0131 -0.0089 0.0516
O 7.6446 11.422 18.2305 0.006 -0.0001 0.043
O 3.448 6.9745 16.9501 0.0129 0.0091 0.003
O 4.2649 6.4334 10.0059 0.0087 0.0065 -0.1174
O 9.8879 11.3882 12.485 0.0171 -0.0326 -0.0876
O 9.878 0.2085 21.4968 0.0124 0.0043 0.0825
O 9.4218 13.3524 18.6763 -0.0068 -0.0317 0.0563
O 1.7971 12.2313 17.9878 -0.0028 -0.0123 0.0501
O 6.0291 8.127 10.9816 -0.0733 -0.0024 -0.2421
O 2.5993 10.9638 10.9653 0.0722 -0.014 -0.2321
O 5.6193 13.2026 18.8852 -0.004 0.0047 0.0364
O 10.8452 1.6997 17.5923 0 -0.003 0.013
O 4.7558 11.5099 14.5413 -0.0106 -0.0312 -0.0494
O 0.7784 3.6856 18.6013 -0.0105 0.0213 0.0531
O 5.469 6.744 13.2191 0.0179 0.0499 -0.1098
O 10.0667 4.7666 18.2316 0.0283 0.0056 0.0438
O 0.569 9.8745 12.5978 -0.0172 -0.0004 -0.0828
O 5.6789 9.3946 13.3115 0.0335 -0.037 -0.0922
O 11.7295 6.311 19.6117 -0.0014 0.0389 0.089
O 1.7542 1.4341 17.2394 0.0043 -0.0084 0.0003
O 3.0593 9.8589 13.3505 -0.0568 0.0105 -0.1069
O 1.952 1.2007 14.1298 0.0026 -0.0079 -0.0489
O 9.9839 6.5054 12.6722 -0.0207 0.0312 -0.0904
O 7.1936 -0.0836 10.0919 -0.0188 0.0029 -0.0936
O 8.9777 4.071 13.298 0.0459 0.0214 -0.0956
O 7.7034 1.8296 20.9706 0.0108 -0.0153 0.0837
O 4.0769 9.2365 9.7282 -0.0272 -0.0244 -0.1314
O 0.9679 8.618 20.5602 -0.0013 -0.0027 0.076
O 9.609 12.2421 9.3702 0.0121 -0.0107 -0.1236
O 5.1934 8.4684 18.0632 0.0013 0.0013 0.0482
O 9.0177 3.9402 9.9542 0.0039 0.0017 -0.1093
O 7.9074 9.7183 21.157 0.0111 -0.0011 0.0829
O 9.8756 8.836 11.4838 0.011 0.0051 -0.0832
O 11.0316 4.4296 11.4306 0.0267 -0.041 -0.2179
O -0.1746 2.396 9.8571 -0.0031 0.0116 -0.0963
O 6.7121 4.7995 14.4895 0.0027 0.0065 -0.0347
O 5.6754 10.6892 19.846 0.0077 -0.043 0.1023
O 3.4833 8.2304 20.1694 -0.0415 0.0297 0.0808
O 8.7156 0.6565 16.2698 -0.0056 -0.0066 -0.018
O 9.3805 0.4588 11.4116 -0.0359 0.0228 -0.2128
O 4.0111 2.2612 12.9181 0.0259 -0.0098 -0.1802
O 6.4335 4.837 10.2684 -0.0123 -0.0004 -0.0985
O 6.1803 3.8602 20.08 0.0073 -0.0577 0.1134
O 7.8226 7.9171 12.7841 0.0138 -0.0064 -0.0799
O 8.5219 6.5716 10.4871 -0.0375 -0.0749 -0.1678
O 8.4146 -0.1727 13.8085 0.0544 -0.0254 -0.1023
O 0.9749 12.7761 15.6079 -0.0101 -0.0034 -0.053
O 3.0084 4.2486 17.1809 0.0012 -0.0083 -0.0013
O 4.0681 3.7694 10.7771 0.0304 0.0864 -0.1426
O 10.0522 8.2352 20.6136 0.0058 0.0057 0.0742
O 9.8005 10.8636 19.8077 0.0115 -0.0417 0.0856
O 11.0847 0.1769 13.4921 -0.0372 -0.0093 -0.0729
O 4.2625 9.1099 15.5867 -0.0012 0.0245 -0.0494
O 1.5427 5.7479 15.6439 -0.0091 -0.0113 -0.0218
O 11.3657 4.8614 13.9857 -0.0518 0.015 -0.0944
O 4.8762 1.134 10.7845 0.0467 -0.0626 -0.1222
O 8.4613 2.5676 18.1246 -0.0023 -0.0054 0.0166
O 5.1233 6.0862 19.1985 -0.0074 0.0189 0.0407
O 2.4884 10.749 20.052 -0.0006 -0.0487 0.0765
O 4.0044 2.4335 15.5841 -0.0118 -0.0117 -0.0512
O 0.2721 1.7906 20.9663 -0.0023 0.0144 0.0919
O 3.5975 13.1708 16.2454 -0.0012 -0.0043 -0.0069
O 8.7539 4.1412 16.0058 -0.0039 -0.0036 -0.0304
O 5.4923 3.9287 17.4593 0.0068 0.0024 0.0214
O 2.1642 3.746 14.0633 0.0167 -0.022 -0.0496
O 0.3776 3.3307 15.9794 0.0023 0.0076 -0.0215
O 0.5991 12.6466 20.3135 -0.0492 0.0311 0.0979
O 7.4797 2.2473 14.5461 0.0042 0.0037 -0.0325
O 4.9715 11.9208 10.1014 -0.0344 -0.0264 -0.1092
O 2.254 1.7783 10.8997 -0.0621 -0.0264 -0.1134
O 4.151 5.3313 15.0156 0.0203 0.0007 -0.0357
O 10.9536 4.2145 20.7648 0.0084 -0.0478 0.1467

Results
free energy: -163050.350 eV
free energy less fixed offsets of H -15.97, O -568.88, Si -635.61 eV per atom: -2.360 eV

The program warned: the cutoff lies below the one the program advises for these potential files; the exchange-correlation potential is rough where the density is thin.
